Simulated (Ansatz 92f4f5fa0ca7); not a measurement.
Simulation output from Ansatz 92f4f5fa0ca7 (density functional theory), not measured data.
Periodic cell of 221 atoms, Si132O88H1, from a study of silicon, its oxide and their interface. The atomic structure is a simulated model.
Doubt: the cutoff is far below the 930 eV that the study's wrapper takes by default for these files, so forces and energies are approximate.
This geometry differs little from another in the collection (a relaxation step or a small displacement).

Settings
functional: PBE
potential files: Ansatz PAW
basis: plane waves
wave-function cutoff: 580 eV
density cutoff ratio: 5
exchange-correlation grid ratio: 1
k mesh: 1 x 1 x 1, Gamma-centred
self-consistency stop: 5e-08 eV per atom in the density residual
occupations: fixed
spin: none
net charge: +1 e, with a uniform compensating background and no finite-size correction

Cell vectors (angstrom)
a, 10.938, 0, 0
b, 0, 10.938, 0
c, 0, 0, 32.8513

Atoms: element, x, y, z (angstrom)
Si, -0.2317, 0.352, 25.3362
Si, 5.775, -0.1451, 25.3768
Si, 2.5377, 3.0902, 25.3931
Si, 8.4798, 2.6068, 25.2881
Si, 0.3055, 5.3144, 25.3791
Si, 5.209, 5.8048, 25.4669
Si, 3.005, 8.0442, 25.4049
Si, 7.9909, 8.5536, 25.4057
Si, 1.3714, 1.4609, 26.6644
Si, 6.9065, 1.4492, 26.6747
Si, 4.0891, 4.1956, 26.7642
Si, 9.6197, 4.1543, 26.6611
Si, 1.4119, 6.8941, 26.7239
Si, 6.8491, 6.934, 26.7078
Si, 4.1566, 9.6419, 26.6874
Si, 9.5839, 9.689, 26.6988
Si, 2.7171, 0.0316, 28.0285
Si, 8.1919, 0.0439, 28.0911
Si, -0.0127, 2.761, 28.0758
Si, 5.4664, 2.7539, 28.0472
Si, 2.708, 5.5054, 28.1262
Si, 8.1991, 5.4885, 28.0314
Si, -0.0191, 8.2399, 28.0444
Si, 5.4561, 8.2386, 28.0941
Si, 4.1018, 1.3673, 29.4331
Si, 9.5708, 1.3673, 29.4331
Si, 1.3673, 4.1018, 29.4331
Si, 6.8362, 4.1018, 29.4331
Si, 4.1018, 6.8362, 29.4331
Si, 9.5708, 6.8362, 29.4331
Si, 1.3673, 9.5708, 29.4331
Si, 6.8362, 9.5708, 29.4331
Si, 0, 0, 30.8003
Si, 5.469, 0, 30.8003
Si, 2.7345, 2.7345, 30.8003
Si, 8.2035, 2.7345, 30.8003
Si, 0, 5.469, 30.8003
Si, 5.469, 5.469, 30.8003
Si, 2.7345, 8.2035, 30.8003
Si, 8.2035, 8.2035, 30.8003
Si, 1.3673, 1.3673, 32.1676
Si, 6.8362, 1.3673, 32.1676
Si, 4.1018, 4.1018, 32.1676
Si, 9.5708, 4.1018, 32.1676
Si, 1.3673, 6.8362, 32.1676
Si, 6.8362, 6.8362, 32.1676
Si, 4.1018, 9.5708, 32.1676
Si, 9.5708, 9.5708, 32.1676
Si, 2.7345, 0, 0.6835
Si, 8.2035, 0, 0.6835
Si, 0, 2.7345, 0.6835
Si, 5.469, 2.7345, 0.6835
Si, 2.7345, 5.469, 0.6835
Si, 8.2035, 5.469, 0.6835
Si, 0, 8.2035, 0.6835
Si, 5.469, 8.2035, 0.6835
Si, 4.1018, 1.3673, 2.0507
Si, 9.5708, 1.3673, 2.0507
Si, 1.3673, 4.1018, 2.0507
Si, 6.8362, 4.1018, 2.0507
Si, 4.1018, 6.8362, 2.0507
Si, 9.5708, 6.8362, 2.0507
Si, 1.3673, 9.5708, 2.0507
Si, 6.8362, 9.5708, 2.0507
Si, 0, 0, 3.418
Si, 5.469, 0, 3.418
Si, 2.7345, 2.7345, 3.418
Si, 8.2035, 2.7345, 3.418
Si, 0, 5.469, 3.418
Si, 5.469, 5.469, 3.418
Si, 2.7345, 8.2035, 3.418
Si, 8.2035, 8.2035, 3.418
Si, 1.2921, 1.4778, 4.7355
Si, 6.8299, 1.338, 4.8389
Si, 4.161, 3.9832, 4.8475
Si, 9.5654, 4.0763, 4.8483
Si, 1.417, 6.7468, 4.794
Si, 6.8188, 6.827, 4.7856
Si, 4.1135, 9.577, 4.7853
Si, 9.6354, 9.4728, 4.661
Si, 2.6624, 0.0789, 5.9651
Si, 8.2776, -0.1456, 5.9746
Si, -0.06, 2.6788, 6.3062
Si, 5.3785, 2.4912, 6.4022
Si, 2.7555, 5.3326, 6.1978
Si, 8.055, 5.3308, 6.1749
Si, -0.1068, 8.0126, 6.0543
Si, 5.46, 8.1957, 6.1922
Si, 3.6471, 1.2814, 7.7837
Si, 9.789, 0.8591, 7.4463
Si, 1.6244, 3.745, 7.6018
Si, 6.4919, 4.1831, 7.6172
Si, 4.3689, 6.5307, 7.4508
Si, 9.2326, 6.9022, 7.4216
Si, 1.0846, 9.7357, 7.0168
Si, 7.192, 9.2829, 7.3898
O, 1.4084, 4.186, 24.8564
O, 6.8574, 9.6413, 24.862
O, 2.6581, 2.565, 8.1842
O, 8.2186, 8.1014, 7.9631
O, 5.4505, 5.4103, 7.9641
O, 0.0665, -0.2047, 7.8928
O, 4.0976, 6.9017, 24.9039
O, 9.5727, 1.4487, 24.7949
O, 2.3315, 9.0614, 7.8759
O, 1.0501, 4.4913, 8.9752
O, 8.8967, 1.1249, 8.8319
O, 6.8264, 10.2228, 8.7192
O, 3.8938, 0.4066, 9.2597
O, 3.8658, 7.165, 8.9189
O, 6.9131, 3.6851, 9.1542
O, 9.8516, 6.0863, 8.7244
O, 3.2852, 2.482, 24.0574
O, 5.1753, 0.5856, 24.0268
O, 7.8606, 3.3379, 23.9264
O, 10.6102, 6.0273, 24.0351
O, 8.7076, 7.9145, 24.0694
O, 2.355, 8.7178, 24.0504
O, 5.846, 5.0911, 24.142
O, 0.4773, 10.6393, 23.9942
Si, 3.649, 10.4436, 10.6103
Si, 0.9866, 3.2203, 12.6627
Si, -2.3786, -1.9126, 11.7633
Si, 4.4688, 1.7856, 23.1815
Si, -6.1851, -7.5672, 17.3069
Si, 3.3725, -11.0486, 15.9491
Si, 1.2013, 9.4389, 23.1576
Si, 15.7741, 8.4417, 17.4782
Si, -1.8763, 3.165, 12.6098
Si, -1.2745, 4.3032, 19.1782
Si, 2.4416, 0.5348, 21.1767
Si, 5.0295, 12.9365, 14.704
Si, 10.8174, 18.0743, 12.0406
Si, 2.5789, 0.8535, 13.2311
Si, 7.7687, 11.1902, 9.6481
Si, 0.2634, 5.9961, 17.1345
Si, 5.5091, -2.3164, 12.3864
Si, 2.5448, -2.8602, 9.1257
Si, 3.9425, 3.4565, 12.2146
Si, 7.9635, 6.0657, 21.028
Si, 7.2911, -2.406, 19.2757
Si, 10.3951, 5.2195, 14.2566
Si, 2.4148, 1.3931, 18.3331
Si, 9.766, -2.1968, 17.4387
Si, 6.6603, 2.9183, 10.5568
Si, -3.0828, 1.4052, 14.622
Si, 0.1315, 1.9924, 20.1543
Si, 8.9542, -0.0209, 19.2122
Si, 6.6059, 4.064, 23.1521
Si, 9.9074, 7.2375, 23.203
Si, 7.7471, 2.3601, 17.5878
Si, 11.2536, 5.8375, 9.5111
Si, 6.4211, 7.815, 14.9043
Si, 4.5825, -4.743, 13.7448
Si, 3.4015, 6.0738, 16.7287
Si, 8.799, -1.4855, 14.7261
O, 5.8973, 7.8483, 16.4122
O, 5.7568, -2.0606, 18.7469
O, 7.9753, 2.2776, 15.9738
O, -1.7034, -1.3747, 13.1685
O, 7.0508, -2.5758, 11.876
O, 14.6467, 7.3107, 17.7475
O, 1.2209, 1.6367, 21.3085
O, 3.9053, 13.013, 13.3933
O, -2.0037, 1.7706, 13.4682
O, 0.1321, 5.7682, 11.1368
O, 6.2313, 2.9487, 17.8651
O, 8.5281, 5.2919, 19.7259
O, -3.067, -0.1645, 15.0096
O, -0.6057, 5.4544, 15.8539
O, -0.0553, 7.5589, 17.4885
O, -0.4152, 3.0598, 11.8354
O, 7.1353, -3.6039, 20.3798
O, 10.8432, 5.1094, 18.4286
O, 3.7874, 1.1029, 21.8715
O, -8.561, 3.4706, 11.7676
O, 7.9672, 0.888, 18.2555
O, 10.3818, 14.388, 20.3734
O, 3.67, 6.3715, 15.1044
O, 0.9525, 2.0276, 18.7068
O, 1.8264, -5.1984, 16.8013
O, 6.7622, 12.2446, 10.388
O, 7.8055, 14.3591, 11.6116
O, 9.591, -3.0539, 11.2465
O, 12.1186, 18.9877, 12.3378
O, 0.8158, 4.3639, 13.8146
O, -0.5559, -4.2699, 13.5365
O, 2.7197, 9.1074, 10.389
O, 1.2142, 7.1887, 9.3007
O, 5.1033, 14.1072, 11.1395
O, 4.7405, 0.7236, 15.6292
O, 2.7945, 0.375, 19.5643
O, 4.3024, 4.7198, 13.1215
O, 9.2336, 6.617, 21.8672
O, 5.6629, 8.9879, 13.9945
O, -1.0962, 0.9071, 20.1994
O, 7.0844, 4.9867, 21.8839
O, -2.9354, -2.8926, 14.8845
O, 1.9264, -0.8717, 21.8252
O, -0.8643, -0.8948, 18.3772
O, 2.2723, 0.6364, 16.8769
O, 2.7345, -0.2432, 14.4127
O, 5.5638, 2.8929, 22.6719
O, 8.9115, -7.6051, 18.1175
O, 3.6143, 2.4876, 18.0716
O, -1.037, -1.5936, 15.9037
O, 2.796, 0.3836, 11.7168
O, 1.2698, 1.7673, 13.4102
O, -7.0155, -1.3617, 16.7592
O, 6.4187, 12.7819, 13.925
O, 4.7812, -7.6683, 15.6413
O, 0.0783, 8.3372, 22.7272
O, 7.946, -1.0676, 19.978
O, 4.4932, -3.6444, 12.4832
O, -2.6377, -2.7614, 17.9894
O, 4.9363, 9.843, 11.4512
O, 9.1043, 4.3759, 13.7069
O, 8.5347, -0.6378, 10.7681
O, 4.3432, -6.0095, 17.4207
O, 6.133, -4.6028, 14.2545
H, 12.6195, 19.4271, 11.6215

Results
free energy: -133982.080 eV
free energy less fixed offsets of H -15.97, O -568.88, Si -635.61 eV per atom: -4.150 eV

Forces (eV/angstrom), in the order of the atoms: element, x, y, z
Si, -0.0077, 0.0092, -0.0179
Si, -0.0011, -0.0023, 0.0032
Si, -0.0065, 0.0081, -0.0228
Si, 0.0087, 0, -0.0079
Si, -0.0025, 0.0018, 0.0086
Si, -0.0067, 0.0074, -0.0407
Si, 0.001, 0.0021, 0.0096
Si, -0.0086, 0.0071, -0.0205
Si, 0.009, -0.012, 0.0055
Si, -0.0061, -0.0023, -0.0081
Si, 0.0013, -0.0073, 0.0118
Si, -0.0012, 0.0042, -0.012
Si, 0.0026, -0.0024, -0.0097
Si, 0.0088, -0.0061, 0.0056
Si, -0.0001, 0.0002, -0.0121
Si, 0.0077, -0.0097, 0.0052
Si, 0.0009, 0.0029, -0.0074
Si, 0.0044, 0.0024, 0.0066
Si, -0.0024, 0, 0.0088
Si, 0.0007, 0.0034, -0.005
Si, 0.0004, 0.0042, -0.0051
Si, -0.0001, 0.001, -0.0063
Si, -0.0016, 0.0041, -0.0065
Si, -0.003, 0.0022, 0.0051
Si, -0.0315, 0.0226, -0.2146
Si, 0.0516, 0.1511, 0.2253
Si, -0.1581, 0.0244, 0.2976
Si, 0.0546, 0.0928, -0.1869
Si, 0.0405, 0.1892, 0.3324
Si, -0.035, 0.0584, -0.2133
Si, 0.0245, 0.1256, -0.2094
Si, 0.016, 0.1839, 0.2022
Si, 0.0343, 0.0331, -0.0227
Si, 0.066, -0.0426, -0.0013
Si, 0.014, 0.039, -0.0112
Si, 0.0903, 0.0026, -0.0034
Si, 0.0614, -0.0354, 0.0088
Si, 0.0257, 0.0464, -0.0193
Si, 0.0669, 0.0031, -0.009
Si, 0.016, 0.0298, -0.0195
Si, -0.026, -0.0442, -0.0106
Si, -0.0414, 0.0127, -0.0218
Si, -0.0034, 0.0081, -0.0066
Si, -0.0794, 0.0365, -0.0157
Si, 0.0075, 0.041, -0.0317
Si, -0.0041, -0.0033, -0.0074
Si, -0.0687, 0.026, -0.0249
Si, 0.0077, 0.0018, -0.0154
Si, 0.0793, -0.0652, 0.0036
Si, -0.0013, -0.0094, -0.0027
Si, 0.0596, 0.015, 0.0262
Si, 0.0071, -0.0015, 0.0473
Si, -0.0826, 0.0493, -0.0157
Si, 0.0867, -0.0457, 0.0022
Si, 0.0163, -0.0299, 0.0368
Si, 0.0405, 0.0095, 0.0208
Si, -0.1098, -0.0652, 0.0382
Si, -0.1021, -0.1387, 0.0021
Si, 0.0777, 0.0396, -0.0344
Si, -0.0052, 0.0862, 0.0328
Si, -0.1209, -0.0968, 0.0206
Si, -0.1662, -0.0247, 0.0039
Si, 0.0118, 0.1279, -0.0004
Si, -0.02, -0.0286, 0.0042
Si, 0.2874, 0.105, -0.4262
Si, 0.1429, 0.0074, 0.0507
Si, 0.0543, 0.3845, -0.2477
Si, -0.0907, -0.0406, 0.42
Si, -0.0112, -0.3396, 0.1905
Si, -0.0734, -0.3418, 0.2041
Si, 0.0664, -0.1344, 0.216
Si, -0.2805, -0.456, -0.5966
Si, -0.0093, 0.0034, 0.0044
Si, -0.005, -0.0059, 0.0045
Si, -0.0108, 0.0048, -0.0068
Si, -0.0049, -0.0052, 0.0138
Si, -0.001, -0.0072, 0.0017
Si, -0.0108, 0.0023, -0.0016
Si, -0.0037, 0.0018, 0.0057
Si, 0.0015, 0.0062, 0.0076
Si, 0.0154, 0.0005, 0.0033
Si, 0.0115, -0.0056, 0.0094
Si, 0.0064, -0.0047, 0.0032
Si, 0.0067, 0.0006, 0.002
Si, 0.0007, -0.0114, 0.0299
Si, 0.0105, -0.0098, -0.0004
Si, -0.0021, 0.0139, 0.0008
Si, 0.0112, -0.002, 0.005
Si, -0.0176, -0.0074, 0.0025
Si, 0.01, -0.0067, -0.0121
Si, -0.0034, 0.0053, -0.0235
Si, -0.001, 0.0009, 0.0234
Si, -0.013, 0.0107, 0.036
Si, 0.0051, 0.0065, 0.0109
Si, -0.0261, 0.0229, 0.0008
Si, -0.008, 0.0024, -0.0182
O, 0.0053, -0.0043, 0.0099
O, 0.0033, -0.0044, 0.0108
O, -0.0032, 0.0229, -0.0007
O, 0.0099, -0.0085, 0.0005
O, -0.0133, 0.0117, -0.0117
O, -0.0017, 0.0033, -0.0153
O, 0.0044, -0.0066, 0.0067
O, -0.0008, 0.0019, 0.0115
O, 0.0096, -0.1221, 0.1181
O, -0.0205, 0.0496, 0.0054
O, 0.0019, -0.0023, -0.004
O, -0.0028, 0.0006, 0.0027
O, -0.0003, 0.0042, -0.0001
O, -0.0967, 0.0487, -0.0439
O, -0.005, -0.0054, -0.0065
O, 0.0868, 0.0102, 0.0222
O, -0.0022, -0.0004, 0.0101
O, -0.0017, -0.0017, 0.0002
O, -0.0004, -0.0004, 0.0023
O, -0.0025, -0.0008, -0.0027
O, -0.0015, -0.0005, 0.0072
O, 0.0008, 0.0001, -0.0007
O, 0.0035, -0.0037, 0.0219
O, -0.0005, 0.0014, 0.0081
Si, 0.0344, -0.023, -0.0258
Si, -0.0451, 0.0251, 0.0017
Si, 0.0073, -0.0054, 0.0002
Si, -0.001, -0.0055, -0.0039
Si, 0, -0.012, 0.0225
Si, -0.0173, -0.0252, 0.0271
Si, 0.0046, -0.0017, -0.0054
Si, 0.0174, -0.0002, -0.0034
Si, -0.0049, 0.0078, 0.0041
Si, 0.0009, -0.0017, 0.0118
Si, -0.0043, 0.005, 0.0106
Si, 0.096, 0.0137, 0.0733
Si, -0.0202, 0.0117, 0.0053
Si, -0.0037, 0.0103, 0.0287
Si, 0.0052, -0.0021, 0.0074
Si, -0.0212, 0.0012, -0.0006
Si, 0.0087, -0.0053, 0.0012
Si, -0.0906, -0.1025, -0.0424
Si, 0.0032, 0.0042, 0.0222
Si, 0.0021, 0.0018, 0.0051
Si, 0.0097, -0.0044, 0.007
Si, -0.0123, 0.0148, 0.0046
Si, -0.017, -0.0088, 0.0205
Si, -0.0083, 0.007, -0.0037
Si, 0.0389, -0.0026, -0.0137
Si, 0.0247, -0.0198, 0.0086
Si, 0.0014, 0.0021, 0.0155
Si, 0.0061, 0.0035, 0.003
Si, -0.0023, 0.0062, 0.0027
Si, 0.0013, -0.0021, -0.003
Si, 0.0249, -0.0025, 0.0019
Si, 0.0521, 0.1073, -0.0237
Si, 0.0114, 0.0033, -0.0036
Si, 0.007, 0.0281, 0.0019
Si, -0.0067, 0.0083, -0.0065
Si, 0.0038, -0.0094, -0.0092
O, -0.0027, -0.0005, 0.0076
O, -0.0117, 0.0011, -0.0088
O, -0.0059, 0.0011, -0.0035
O, -0.0022, 0.0041, -0.0003
O, -0.0123, -0.0017, -0.0007
O, -0.0027, -0.0062, 0.0063
O, -0.0004, -0.0025, -0.0037
O, -0.0697, 0.0337, -0.0751
O, -0.0076, -0.0011, 0.0014
O, 0.0182, 0.0171, -0.0758
O, -0.0187, 0.0051, -0.0021
O, 0.0003, -0.0017, -0.0002
O, -0.0099, 0.024, 0.0056
O, 0.0058, -0.0014, -0.0048
O, 0.0065, -0.0069, 0.0035
O, 0.0198, -0.0033, -0.0014
O, 0.0003, 0.0081, -0.0094
O, 0.0058, 0.0074, -0.0013
O, 0.0021, 0.0033, 0.0023
O, 0.0278, -0.0184, 0.014
O, -0.0088, 0.005, -0.0037
O, -0.0029, 0.0038, -0.0089
O, 0.0024, -0.0035, -0.0063
O, 0.0115, 0.0006, -0.0144
O, 0.0145, -0.0053, 0.0058
O, -0.0094, 0.0098, -0.0009
O, -0.0078, -0.0012, -0.0023
O, 0.0002, -0.0035, -0.0024
O, 0.0018, 0.0066, 0.0084
O, 0.0172, -0.0137, -0.0064
O, 0.002, -0.0103, 0.0044
O, -0.0048, -0.0077, -0.0301
O, 0.0917, -0.0554, 0.0091
O, -0.0291, -0.0081, 0.0189
O, -0.0028, 0.0188, -0.0226
O, 0.0039, 0.0047, -0.0176
O, -0.0119, -0.0642, -0.0134
O, 0.0027, 0.0031, 0.0036
O, -0.0082, 0.0024, 0.0016
O, -0.0046, -0.0064, -0.0029
O, -0.0041, -0.0038, 0.0046
O, -0.007, -0.0009, 0.007
O, -0.0042, -0.0036, 0.005
O, 0.0018, -0.0053, -0.0039
O, 0.0136, -0.0065, -0.017
O, 0.0222, 0.0493, -0.026
O, 0.0022, 0.0009, -0.0005
O, -0.0137, -0.0097, -0.005
O, 0.0212, 0.0145, -0.0131
O, 0.0012, 0.0002, 0.0043
O, -0.0114, 0.0043, -0.0025
O, 0.0422, -0.0163, 0.0047
O, -0.0074, 0.0155, -0.0045
O, -0.0734, 0.0048, 0.009
O, -0.0017, -0.0308, -0.0362
O, -0.0011, 0.0005, -0.0011
O, 0.0005, -0.0021, -0.0031
O, -0.0023, -0.0025, 0.0082
O, 0.0062, 0.0001, -0.0002
O, -0.008, 0.0108, -0.0028
O, 0.0014, -0.0022, 0.0036
O, 0.0006, 0.0028, -0.005
O, 0.0045, -0.0054, 0.0025
O, -0.0059, -0.009, 0.0014
H, -0.0052, -0.0026, 0.0012

The program warned: the cutoff lies below the one the program advises for these potential files; the exchange-correlation potential is rough where the density is thin.
